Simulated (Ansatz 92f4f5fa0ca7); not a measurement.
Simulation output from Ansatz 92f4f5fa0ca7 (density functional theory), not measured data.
Periodic cell of 226 atoms, Si134O92, from a study of silicon, its oxide and their interface. The atomic structure is a simulated model.
Doubt: the cutoff is low for norm-conserving oxygen, so forces and energies are approximate.
Doubt: the program's own warning below bears on the result.
This geometry differs little from another in the collection (a relaxation step or a small displacement).

Settings: functional HSE06; potential files SPMS norm-conserving; basis plane waves; wave-function cutoff 800 eV; density cutoff ratio 4; exchange-correlation grid ratio 1; k mesh 1 x 1 x 1, Gamma-centred; occupations fixed; spin none; net charge 0.

Cell vectors (angstrom)
a	10.938	0	0
b	0	10.938	0
c	0	0	31.9494

Atoms: element, x, y, z (angstrom)
Si	10.6463	0.0291	24.4048
Si	5.0756	0.1709	24.6328
Si	2.8414	2.3429	24.5099
Si	8.5756	2.4543	24.5539
Si	10.6928	5.6138	24.3113
Si	5.1663	5.6466	24.4667
Si	2.9885	7.9718	24.3736
Si	8.4213	7.8682	24.4197
Si	1.3045	1.1891	25.8039
Si	6.8183	1.355	25.7528
Si	4.004	4.0415	25.748
Si	9.6712	4.059	25.8472
Si	1.3445	6.8095	25.663
Si	6.8139	6.7586	25.7576
Si	4.0134	9.5001	25.9157
Si	9.5061	9.473	25.7911
Si	2.6957	-0.043	27.229
Si	8.1777	-0.0287	27.1471
Si	0.0744	2.6879	27.1851
Si	5.4683	2.7581	27.1341
Si	2.6914	5.457	27.1242
Si	8.2121	5.4254	27.1535
Si	0.0305	8.1892	27.1306
Si	5.5107	8.1798	27.1704
Si	4.1018	1.3673	28.5312
Si	9.5708	1.3673	28.5312
Si	1.3673	4.1018	28.5312
Si	6.8362	4.1018	28.5312
Si	4.1018	6.8362	28.5312
Si	9.5708	6.8362	28.5312
Si	1.3673	9.5708	28.5312
Si	6.8362	9.5708	28.5312
Si	0	0	29.8984
Si	5.469	0	29.8984
Si	2.7345	2.7345	29.8984
Si	8.2035	2.7345	29.8984
Si	0	5.469	29.8984
Si	5.469	5.469	29.8984
Si	2.7345	8.2035	29.8984
Si	8.2035	8.2035	29.8984
Si	1.3673	1.3673	31.2657
Si	6.8362	1.3673	31.2657
Si	4.1018	4.1018	31.2657
Si	9.5708	4.1018	31.2657
Si	1.3673	6.8362	31.2657
Si	6.8362	6.8362	31.2657
Si	4.1018	9.5708	31.2657
Si	9.5708	9.5708	31.2657
Si	2.7345	0	0.6835
Si	8.2035	0	0.6835
Si	0	2.7345	0.6835
Si	5.469	2.7345	0.6835
Si	2.7345	5.469	0.6835
Si	8.2035	5.469	0.6835
Si	0	8.2035	0.6835
Si	5.469	8.2035	0.6835
Si	4.1018	1.3673	2.0507
Si	9.5708	1.3673	2.0507
Si	1.3673	4.1018	2.0507
Si	6.8362	4.1018	2.0507
Si	4.1018	6.8362	2.0507
Si	9.5708	6.8362	2.0507
Si	1.3673	9.5708	2.0507
Si	6.8362	9.5708	2.0507
Si	0	0	3.418
Si	5.469	0	3.418
Si	2.7345	2.7345	3.418
Si	8.2035	2.7345	3.418
Si	0	5.469	3.418
Si	5.469	5.469	3.418
Si	2.7345	8.2035	3.418
Si	8.2035	8.2035	3.418
Si	1.3616	1.407	4.8175
Si	6.8703	1.411	4.7599
Si	4.0609	4.1222	4.7762
Si	9.5801	4.0618	4.7881
Si	1.3498	6.9157	4.8202
Si	6.8122	6.9201	4.7559
Si	4.0868	9.5525	4.7889
Si	9.5989	9.5453	4.825
Si	2.7552	0.0189	6.1371
Si	8.2869	0.0804	6.1088
Si	0.0228	2.7677	6.2811
Si	5.5111	2.8093	6.0993
Si	2.752	5.5683	6.142
Si	8.2453	5.5655	5.998
Si	0.0489	8.2747	6.3472
Si	5.4899	8.2738	6.2178
Si	4.4244	1.1481	7.342
Si	9.8119	1.1362	7.6171
Si	1.1822	4.466	7.4951
Si	6.6265	4.5307	7.2942
Si	4.3191	6.6929	7.5487
Si	9.7443	6.5888	7.5128
Si	1.2723	9.9212	7.6935
Si	6.7071	9.9331	7.422
O	9.6035	1.2662	24.0191
O	4.1174	6.831	23.9656
O	4.0118	1.2773	24.0332
O	9.5366	6.7397	23.9112
O	-0.0266	5.4978	7.9766
O	5.5567	0.0819	7.8964
O	0.0545	0.0566	8.1111
O	5.5115	5.5982	7.879
O	7.5532	3.9664	8.4977
O	8.7809	7.071	8.7662
O	2.1872	9.4163	9.0024
O	8.9111	1.7226	8.8939
O	7.5863	9.4161	8.7053
O	3.6272	1.8003	8.5981
O	3.611	7.2415	8.9436
O	2.084	3.9525	8.7739
O	8.1322	3.4824	23.3575
O	0.4152	4.9115	22.9602
O	1.9512	2.8289	23.228
O	5.8613	4.9066	23.18
O	5.547	10.0717	23.4761
O	2.4222	8.7056	23.0107
O	0.2201	10.1143	23.0733
O	7.7658	8.6329	23.1172
Si	8.6578	7.7116	18.4731
Si	8.7676	6.3097	13.6397
Si	3.8388	1.5204	14.7027
Si	2.1033	5.7384	17.612
Si	2.4038	3.1396	19.4787
Si	9.7921	8.9739	12.1263
Si	1.3282	9.4414	22.061
Si	9.1878	0.9339	13.219
Si	1.4215	5.0298	13.0468
Si	1.7993	8.2197	12.8268
Si	6.66	9.596	22.4281
Si	4.4957	4.5849	15.6823
Si	8.2055	3.0162	9.6026
Si	0.8306	8.2557	19.2567
Si	6.9697	1.3891	21.1009
Si	8.2175	8.2928	9.6824
Si	10.8636	5.1758	15.6164
Si	7.5725	9.4838	16.3116
Si	9.9342	2.0862	20.2941
Si	3.2102	8.502	9.9197
Si	6.6631	3.4045	17.4294
Si	1.1455	0.2255	19.78
Si	3.2449	2.7997	12.2898
Si	7.1998	5.4272	19.7044
Si	5.7513	8.6283	11.5471
Si	5.7841	6.0303	13.1841
Si	4.6628	9.7336	17.6244
Si	1.0277	3.6165	22.1626
Si	4.9116	1.5145	18.8108
Si	3.2098	3.0546	9.5036
Si	6.4613	10.7667	13.7865
Si	10.3481	0.1277	15.9685
Si	5.6631	3.6421	11.1389
Si	9.8298	3.8619	11.9397
Si	2.3574	9.9398	15.5407
Si	6.0905	8.1591	19.8106
Si	6.9339	3.9869	22.399
Si	9.7133	2.7838	17.3709
O	7.1876	6.304	13.9463
O	1.8391	7.0659	18.6378
O	10.2995	3.9822	16.5013
O	6.1858	9.9514	17.05
O	10.1533	0.7383	14.4898
O	8.4288	6.1522	18.9104
O	5.1963	0.659	14.3968
O	5.7133	2.1119	17.5529
O	8.3698	1.9724	20.5965
O	2.0165	4.3097	18.4084
O	6.9653	2.801	10.6474
O	4.8615	2.7234	12.1924
O	5.9542	4.4209	16.3918
O	4.5704	3.8682	9.9313
O	10.7224	2.7891	21.5241
O	9.7022	6.099	14.9574
O	6.0284	6.5388	19.8389
O	4.1505	0.1887	18.2923
O	9.3145	10.5036	12.3542
O	2.8179	4.2979	12.7347
O	1.8682	10.7084	21.1755
O	3.9631	2.7032	19.3775
O	0.7623	10.1187	15.9654
O	1.2333	9.812	18.8435
O	1.7053	1.6683	19.2622
O	8.9532	10.3456	16.41
O	4.9168	8.6361	18.7965
O	9.5103	8.7349	10.5497
O	6.728	4.1515	18.8558
O	2.9013	1.6996	13.3862
O	5.8744	8.7964	21.271
O	2.5765	2.4583	10.8682
O	7.5503	4.8642	21.1812
O	5.2455	7.4383	12.5498
O	0.3947	8.9363	12.5421
O	7.6082	0.9684	13.5893
O	7.0799	9.5998	14.7618
O	8.985	4.993	12.7222
O	8.097	8.0615	16.9612
O	6.2485	2.5931	21.9223
O	2.4207	9.0582	14.1223
O	0.3991	4.4549	11.9287
O	0.8377	8.346	20.9153
O	9.3612	3.7964	10.4028
O	9.6279	2.3545	12.5473
O	7.6243	8.5666	19.4052
O	2.525	8.1999	11.3652
O	4.0272	3.03	15.336
O	0.8329	4.5199	14.458
O	10.0257	2.9956	18.9472
O	9.1068	7.7523	12.9675
O	10.519	0.5884	20.052
O	6.0108	5.0187	11.9179
O	8.1226	2.8383	17.0411
O	3.4482	5.4453	16.6494
O	4.6495	9.0876	10.4298
O	1.6053	6.6363	13.165
O	4.7753	5.4415	14.3189
O	2.021	3.8408	20.8941
O	10.4437	1.3936	16.9763
O	0.882	6.0275	16.5892
O	7.3206	10.9781	21.9129
O	5.9611	1.0069	19.9177
O	6.093	9.96	12.4193
O	2.8952	0.5338	15.5538
O	7.033	7.9927	10.7556
O	10.2297	8.0222	18.7328
O	3.4608	9.2614	16.5929

Results
free energy: -56393.205 eV
free energy less fixed offsets of O -447.96, Si -113.29 eV per atom: -0.025 eV
gap between the highest filled and lowest empty level on this k mesh: 1.214 eV

The program warned: the cutoff lies below the one the program advises for these potential files; the model core charge is not resolved on the grid; the forces do not sum to zero within the program's tolerance; the exchange-correlation potential is rough where the density is thin.
